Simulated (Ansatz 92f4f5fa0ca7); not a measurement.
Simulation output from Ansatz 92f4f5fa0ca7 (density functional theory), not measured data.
Periodic cell of 224 atoms, Si133O89H1N1, from a study of silicon, its oxide and their interface. The atomic structure is a simulated model.

Settings: functional PBE; potential files Ansatz PAW; basis plane waves; wave-function cutoff 700 eV; density cutoff ratio 5; exchange-correlation grid ratio 1; k mesh 2 x 2 x 1, shifted by 0.5 0.5 0.5 of a step; self-consistency stop 5e-08 eV per atom in the density residual; occupations fixed; spin none; net charge 0.

Cell vectors (angstrom)
a  10.938  0  0
b  0  10.938  0
c  0  0  32.3528

Atoms and the computed forces on them: element, x, y, z (angstrom), force x, y, z (eV/angstrom)
Si  0.3407  -0.3005  24.7578  0.0182  -0.0137  -0.0415
Si  5.2886  0.2887  25.0664  -0.0044  0.0325  -0.0604
Si  3.0749  2.4727  25.0273  0.0235  -0.0115  -0.0275
Si  7.9434  2.9241  25.0156  -0.0305  0.0013  -0.0416
Si  -0.203  5.6573  24.785  -0.0231  0.0136  -0.047
Si  5.7538  5.1659  24.9061  0.0126  -0.0251  -0.0384
Si  2.6212  8.3958  24.6536  -0.0105  0.0191  -0.0494
Si  8.4918  7.8977  24.8287  0.0107  -0.021  -0.0468
Si  1.4069  1.2891  26.1793  0.0004  -0.0055  0.0056
Si  6.8329  1.4042  26.3937  0.0022  0.0026  -0.0054
Si  4.1776  4.0865  26.2949  0.0052  0.0051  -0.0098
Si  9.6033  4.1083  26.1851  -0.0115  0.0061  0.0115
Si  1.4189  6.8405  26.0624  0.005  -0.0003  0.0147
Si  6.897  6.7924  26.181  -0.0023  -0.0039  0.008
Si  4.1  9.5286  26.1575  -0.0125  -0.0001  0.0139
Si  9.649  9.5263  26.1143  0.0009  -0.0001  0.0178
Si  2.7557  -0.0483  27.5799  -0.0042  -0.0066  -0.0109
Si  8.2645  -0.051  27.5536  0.0142  -0.0121  -0.0056
Si  0.0259  2.7016  27.5302  0.0017  -0.0004  0.0006
Si  5.4723  2.7478  27.6931  -0.0058  0.002  -0.0138
Si  2.7341  5.4814  27.5329  -0.0114  0.0144  0.0043
Si  8.2336  5.4459  27.5887  0.0051  0.0051  -0.0122
Si  0.0484  8.1727  27.5341  0.0027  -0.0041  -0.0082
Si  5.4924  8.1753  27.5275  -0.0014  0.0003  0.0034
Si  4.1018  1.3673  28.9346  -0.2512  -0.2864  0.4047
Si  9.5708  1.3673  28.9346  0.1631  -0.0913  -0.1611
Si  1.3673  4.1018  28.9346  0.0243  -0.0223  -0.334
Si  6.8362  4.1018  28.9346  0.3249  0.2787  0.6434
Si  4.1018  6.8362  28.9346  0.019  0.0233  -0.2396
Si  9.5708  6.8362  28.9346  0.2179  0.032  -0.0461
Si  1.3673  9.5708  28.9346  0.0026  -0.1767  0.079
Si  6.8362  9.5708  28.9346  0.1031  -0.158  -0.2694
Si  0  0  30.3018  0.013  0.0189  -0.0174
Si  5.469  0  30.3018  -0.0341  0.0637  -0.0131
Si  2.7345  2.7345  30.3018  -0.0151  -0.0573  0.0031
Si  8.2035  2.7345  30.3018  -0.0445  0.0701  -0.0037
Si  0  5.469  30.3018  -0.056  0.0217  -0.0159
Si  5.469  5.469  30.3018  0.0669  0.0153  0.0031
Si  2.7345  8.2035  30.3018  -0.0253  0.0463  -0.0185
Si  8.2035  8.2035  30.3018  -0.0075  0.0102  -0.016
Si  1.3673  1.3673  31.6691  -0.0237  -0.005  0.0158
Si  6.8362  1.3673  31.6691  0.0475  -0.0692  -0.002
Si  4.1018  4.1018  31.6691  0.0156  0.0102  0.0006
Si  9.5708  4.1018  31.6691  0.0345  -0.0415  -0.0011
Si  1.3673  6.8362  31.6691  0.0961  -0.0331  -0.0095
Si  6.8362  6.8362  31.6691  -0.0171  -0.0081  0.0104
Si  4.1018  9.5708  31.6691  -0.0042  -0.0438  -0.0055
Si  9.5708  9.5708  31.6691  -0.0193  0.0286  0.0019
Si  2.7345  0  0.6835  0.0631  -0.0014  -0.0281
Si  8.2035  0  0.6835  -0.0513  0.0485  -0.0086
Si  0  2.7345  0.6835  -0.0276  0.0272  0.0256
Si  5.469  2.7345  0.6835  -0.0359  0.039  0.0144
Si  2.7345  5.469  0.6835  -0.0931  0.0372  -0.0145
Si  8.2035  5.469  0.6835  0.0091  -0.0117  -0.0313
Si  0  8.2035  0.6835  -0.0135  -0.0029  0.0085
Si  5.469  8.2035  0.6835  0.0237  0.0204  0.0236
Si  4.1018  1.3673  2.0507  -0.1122  -0.1475  0.016
Si  9.5708  1.3673  2.0507  -0.0131  -0.138  -0.0121
Si  1.3673  4.1018  2.0507  0.1445  0.0519  -0.0102
Si  6.8362  4.1018  2.0507  0.0634  0.0593  0.0228
Si  4.1018  6.8362  2.0507  -0.034  -0.0481  0.0142
Si  9.5708  6.8362  2.0507  -0.1226  -0.0922  0.0043
Si  1.3673  9.5708  2.0507  0.0702  0.0784  0.0054
Si  6.8362  9.5708  2.0507  0.0858  0.0449  0.0106
Si  0  0  3.418  -0.0257  0.3262  -0.3621
Si  5.469  0  3.418  0.0604  0.18  -0.0043
Si  2.7345  2.7345  3.418  -0.2593  0.1066  -0.121
Si  8.2035  2.7345  3.418  -0.1124  0.1049  0.3897
Si  0  5.469  3.418  -0.2123  -0.2095  0.1558
Si  5.469  5.469  3.418  -0.0011  -0.08  0.1683
Si  2.7345  8.2035  3.418  0.0542  0.0237  0.017
Si  8.2035  8.2035  3.418  -0.0602  -0.072  -0.2931
Si  1.2218  1.4994  4.7713  -0.0093  0.0113  0.0044
Si  6.7991  1.3911  4.825  -0.0236  0.0184  0.0041
Si  4.1333  4.0294  4.7925  -0.0012  0.0007  0.0088
Si  9.5393  4.113  4.8532  0.0172  -0.0166  -0.016
Si  1.3663  6.8215  4.7633  -0.0097  0.0018  0.0099
Si  6.7967  6.8955  4.7839  0.0044  -0.0125  0.0129
Si  4.0776  9.6198  4.7712  0.0163  -0.0153  0.0134
Si  9.605  9.5508  4.7179  -0.0077  0.0129  0.0161
Si  2.6711  0.1441  5.9661  0.0305  -0.0149  0.0071
Si  8.1816  -0.074  6.0341  -0.0031  0.0273  0.0087
Si  -0.1764  2.7234  6.3829  0.02  -0.0072  -0.02
Si  5.4363  2.6854  6.3355  -0.0182  -0.0025  -0.0343
Si  2.6704  5.3636  6.0621  -0.0007  0.0242  0.0232
Si  8.167  5.5315  6.1613  0.0223  -0.0012  0.0196
Si  0.0411  8.227  6.1097  0.0031  0.0062  -0.0234
Si  5.3976  8.2565  6.183  0.0267  0.0117  -0.0311
Si  3.6736  1.5534  7.5646  -0.0524  -0.0098  0.0427
Si  9.6165  0.895  7.61  0.0014  -0.0551  0.0454
Si  1.5285  3.909  7.5595  0.0406  0.0177  0.0223
Si  6.5338  4.4511  7.4901  -0.0096  0.0408  0.0385
Si  4.1982  6.589  7.3122  -0.0086  -0.0356  0.0288
Si  9.3724  7.1544  7.4182  -0.0223  0.01  0.029
Si  1.1958  9.9032  7.2945  0.0029  0.043  0.0532
Si  7.0751  9.3631  7.4429  0.0426  0.0082  0.0443
O  9.6055  6.7796  24.2931  0.0005  -0.0081  -0.0145
O  4.178  1.3668  24.4628  0.0089  -0.0037  -0.0186
O  8.1963  8.2194  7.886  -0.0048  -0.0002  0.0243
O  2.648  2.7773  8.0298  -0.0003  -0.0109  0.0168
O  6.8592  4.0287  24.4131  -0.0004  0.002  -0.0169
O  1.4672  9.5259  24.2123  0.0064  0.0045  -0.0139
O  5.366  5.5569  7.8416  0.0033  -0.0091  0.0204
O  0.0076  -0.0366  7.8349  -0.0134  -0.004  0.0172
O  7.089  4.0466  8.9793  0.0021  0.0036  -0.0057
O  6.7094  10.2161  8.8288  0.018  -0.0172  -0.0157
O  10.1966  6.708  8.7757  -0.0074  -0.0162  -0.0014
O  2.0764  9.579  8.6379  -0.0092  0.0141  -0.0074
O  3.8973  0.6349  8.9424  -0.0164  0.0069  -0.0218
O  1.055  4.7148  8.9331  -0.0183  -0.009  -0.0099
O  8.8759  0.7876  9.1129  -0.0072  0.0041  -0.0154
O  3.3876  7.1415  8.6156  0.024  0.0112  0.0051
O  7.7632  8.5209  23.4828  0.0094  0.0152  0.011
O  8.5428  2.057  23.7698  0.0043  0.0034  0.0074
O  5.0851  5.773  23.5367  -0.0065  0.0001  0.0094
O  2.4839  3.2652  23.734  -0.0032  -0.0019  0.0031
O  10.6181  0.4129  23.4172  -0.0111  -0.0114  0.0152
O  0.4233  4.9377  23.4251  0.0122  0.0107  0.0131
O  3.3749  7.7831  23.2813  -0.0179  -0.0078  0.0276
O  6.1722  10.6577  23.8228  -0.0073  -0.0074  0.0139
Si  9.5553  2.5287  19.9448  0.0008  0.003  0.0009
Si  5.6062  6.6906  19.6497  0.0029  -0.0018  -0.0011
Si  7.9635  3.449  14.5583  0.0003  -0.0034  -0.0005
Si  13.3409  3.2388  13.3622  -0.005  0.0035  -0.0004
Si  4.6944  1.4489  13.5864  0.0011  0.0023  0.0012
Si  5.0119  7.2276  14.3135  0.0027  0.0002  -0.0018
Si  4.0016  5.4796  12.2659  -0.0016  -0.0022  -0.0043
Si  4.0087  6.4439  22.5177  0.0021  -0.007  -0.0043
Si  9.6199  10.7063  14.3918  0.0019  0.0039  -0.0025
Si  6.8107  5.5649  12.62  0.0017  0.0054  -0.0018
Si  7.3497  1.9289  12.1832  -0.0017  0.0008  0.0021
Si  3.312  13.5072  17.8487  -0.0005  0.0012  -0.0005
Si  7.9928  4.3741  10.284  0.0068  0.002  -0.0039
Si  9.234  7.8587  14.6895  -0.004  -0.0061  -0.0006
Si  7.5401  0.4983  18.486  0.0013  -0.003  -0.0004
Si  9.7807  5.184  16.2524  0.0037  0.0032  0.0044
Si  7.6823  9.6623  16.3138  -0.0002  -0.0032  0.0037
Si  2.2118  11.3392  12.434  -0.0052  0.0002  -0.0034
Si  8.0014  15.8458  18.804  0.0029  0.0066  0.0063
Si  12.4804  13.455  20.0842  0.0004  0  0.0003
Si  -1.6511  1.0707  22.7259  -0.0045  0.0062  -0.0006
Si  4.9288  10.045  15.4065  -0.0003  0.0012  -0.0002
Si  2.842  10.9202  19.2314  -0.0029  -0.0022  0.0025
Si  5.5571  9.6589  20.1133  -0.0024  -0.0007  0.004
Si  10.7492  5.4677  9.6817  -0.0073  -0.0057  -0.0001
Si  7.0947  9.8368  22.7862  -0.0086  0.0027  0.0053
Si  6.275  13.8281  17.039  -0.004  -0.0007  -0.0049
Si  -3.1242  -0.1937  9.9327  -0.0012  -0.0076  0.0058
Si  1.7627  4.2947  16.104  -0.0048  -0.0009  -0.0029
Si  -1.7176  9.1439  12.0091  -0.0005  -0.0023  -0.0077
Si  1.0212  8.8993  14.2678  0.0006  -0.0026  0.0022
Si  3.4657  7.6415  10.1521  0.0048  -0.0033  -0.0069
Si  1.7429  4.2718  22.7145  0.0019  -0.0004  0.0019
Si  2.5824  9.1252  16.9489  -0.0049  0.0021  0.0019
Si  13.9939  10.3663  9.6862  -0.0048  -0.006  0.0028
Si  4.0245  6.4166  17.0766  0.0038  -0.0011  0.0016
Si  11.6672  -3.4768  11.7066  -0.0023  -0.0002  0.0023
O  5.1012  6.6822  15.8586  -0.0294  0.0132  -0.0043
O  3.7387  2.659  14.1195  -0.0115  -0.0084  -0.0266
O  6.6417  3.2253  15.4848  0.0213  -0.0003  0.0069
O  3.9733  10.0896  20.078  0.0106  0.0108  -0.0202
O  4.2144  6.452  10.9695  -0.0125  0.0041  0.0139
O  1.3295  3.3428  21.4574  0.0108  0.0136  -0.0077
O  4.0772  9.1739  10.2206  -0.0187  0.0061  -0.0134
O  -3.3886  -5.2236  11.1519  0.002  -0.031  0.0106
O  10.6376  -2.273  11.3889  -0.0018  -0.0136  0.0261
O  9.2337  3.781  15.5451  -0.0026  0.0117  -0.0063
O  5.4328  4.7154  12.3891  0.0041  0.0184  0.0119
O  3.5521  10.21  16.2237  0.0143  -0.0107  0.0023
O  6.3516  6.9214  13.4188  -0.0192  -0.007  0.0101
N  10.3496  9.1776  14.7613  -0.0126  0.0088  -0.0109
O  6.072  9.648  16.4778  0.0017  -0.0028  -0.0245
O  9.776  6.3823  15.127  -0.001  -0.0128  0.0165
O  13.7627  4.3421  12.2028  0.0109  -0.0037  0.0312
O  6.7342  1.3722  17.3709  0.0072  0.0165  0.0148
O  1.7198  8.5545  15.6958  -0.0097  -0.0014  -0.0168
O  1.9587  9.8953  18.2688  0.0295  0.0123  0.0051
O  14.2553  7.8085  17.5343  0.0065  -0.0049  -0.0215
O  4.6934  14.0859  17.2515  0.0035  -0.0219  0.0022
O  8.6636  12.3721  19.1567  -0.0066  0.0093  -0.0014
O  5.8334  2.1192  12.6869  -0.0035  -0.0018  0.0119
O  8.2444  2.1331  13.5881  -0.0191  0.0301  0.0074
O  2.7536  5.4469  22.2267  0.004  -0.0017  0.0157
O  8.8989  14.9672  19.86  -0.0018  -0.0146  -0.023
O  2.0688  10.9562  10.8578  0.0168  -0.0051  0.0006
O  -3.1474  4.7599  13.6267  -0.0155  -0.0096  -0.0012
O  10.624  11.8718  14.9026  -0.0425  0.0433  0.0004
O  7.8726  3.1222  11.2654  -0.012  0.0059  -0.0064
O  8.7324  7.9741  13.0963  0.0157  0.015  -0.0011
O  2.747  14.1895  19.2395  -0.0176  -0.0298  -0.0014
O  12.4829  4.0448  14.494  0.0171  -0.0103  0.0064
O  8.2818  10.8157  22.2353  -0.0012  0.0042  0.0196
O  12.9459  7.7791  10.8047  0.004  -0.006  0.0096
O  12.5697  1.9338  12.707  0.0325  -0.0076  0.0087
O  8.1646  10.7041  15.1473  0.0191  -0.022  0.0114
O  4.7774  16.8737  18.4464  0.0085  0.02  0.0037
O  8.2738  10.1607  17.7532  -0.0246  0.0232  -0.0101
O  5.317  11.4912  14.782  -0.0156  -0.0032  -0.0084
O  3.8193  0.4243  12.6806  -0.0129  0.0199  0.0175
O  7.0015  14.8241  18.0661  0.0092  -0.002  -0.005
O  -1.5776  10.6107  12.7586  -0.0036  -0.0346  0.0168
O  9.7058  2.0035  21.4744  -0.0127  -0.0129  -0.0069
O  5.7878  8.2753  19.2778  -0.0124  -0.008  0.0175
O  2.9321  5.3483  16.524  -0.0015  0.0054  0.0043
O  -2.609  -1.5666  10.6696  -0.0028  0.0077  0.0074
O  6.4572  21.831  19.5623  0.0067  -0.0116  -0.0112
O  12.0207  7.5472  13.31  -0.0108  0.0277  -0.0131
O  6.084  9.3481  21.6205  0.0128  0.011  -0.0059
O  2.1408  2.8341  16.7397  0.0116  0.0269  0.0079
O  7.1062  16.9309  19.6559  -0.011  -0.0088  -0.0197
O  7.244  11.5806  11.2053  0.0103  0.0022  -0.0207
O  8.9348  16.5066  17.6107  0.0017  -0.0221  -0.004
O  1.9277  0.9063  20.244  0.0115  0.0187  -0.0274
O  3.7703  -4.4923  13.5771  0.0364  -0.0062  -0.0125
O  8.0874  8.1629  15.8216  0.0065  0.0225  -0.0132
O  0.1826  6.0032  11.1887  -0.006  0.0108  -0.0223
O  4.7913  8.8464  14.2933  0.0036  -0.0063  0.0283
O  11.0506  13.5253  19.2913  -0.0039  -0.0091  0.0254
O  4.7943  6.6428  21.0874  -0.0037  -0.0036  -0.0043
O  1.5852  10.2011  13.4337  0.0037  -0.0101  -0.0151
O  11.3101  4.8872  16.701  -0.0035  -0.0065  -0.0196
O  3.5923  1.0152  18.2131  -0.0215  -0.0039  0.0149
O  9.5422  4.3981  9.8095  -0.004  0.0262  0.0102
H  10.3346  12.7975  14.8879  0.0167  -0.0503  0.0004

Results
free energy: -135585.138 eV
free energy less fixed offsets of H -17.10, N -388.26, O -569.03, Si -635.61 eV per atom: 0.022 eV

The program warned: the cutoff lies below the one the program advises for these potential files; the exchange-correlation potential is rough where the density is thin.
